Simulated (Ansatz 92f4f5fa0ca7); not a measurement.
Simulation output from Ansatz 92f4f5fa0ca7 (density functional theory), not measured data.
Periodic cell of 279 atoms, Si197O82, from a study of silicon, its oxide and their interface. The atomic structure is a simulated model.
Doubt: the cutoff is far below the 930 eV that the study's wrapper takes by default for these files, so forces and energies are approximate.
This geometry differs little from another in the collection (a relaxation step or a small displacement).

Settings: functional PBE; potential files Ansatz PAW; basis plane waves; wave-function cutoff 580 eV; density cutoff ratio 5; exchange-correlation grid ratio 1; k mesh 1 x 1 x 1, Gamma-centred; self-consistency stop 5e-08 eV per atom in the density residual; occupations fixed; spin none; net charge 0.

Cell vectors (angstrom)
a, 10.938, 0, 0
b, 0, 10.938, 0
c, 0, 0, 42.1195

Atoms: element, x, y, z (angstrom)
Si, 0, 0, 40.0675
Si, 5.469, 0, 40.0675
Si, 2.7345, 2.7345, 40.0675
Si, 8.2035, 2.7345, 40.0675
Si, 0, 5.469, 40.0675
Si, 5.469, 5.469, 40.0675
Si, 2.7345, 8.2035, 40.0675
Si, 8.2035, 8.2035, 40.0675
Si, 1.3673, 1.3673, 41.4348
Si, 6.8362, 1.3673, 41.4348
Si, 4.1018, 4.1018, 41.4348
Si, 9.5708, 4.1018, 41.4348
Si, 1.3673, 6.8362, 41.4348
Si, 6.8362, 6.8362, 41.4348
Si, 4.1018, 9.5708, 41.4348
Si, 9.5708, 9.5708, 41.4348
Si, 2.7345, 0, 37.333
Si, 8.2035, 0, 37.333
Si, 0, 2.7345, 37.333
Si, 5.469, 2.7345, 37.333
Si, 2.7345, 5.469, 37.333
Si, 8.2035, 5.469, 37.333
Si, 0, 8.2035, 37.333
Si, 5.469, 8.2035, 37.333
Si, 4.1018, 1.3673, 38.7003
Si, 9.5708, 1.3673, 38.7003
Si, 1.3673, 4.1018, 38.7003
Si, 6.8362, 4.1018, 38.7003
Si, 4.1018, 6.8362, 38.7003
Si, 9.5708, 6.8362, 38.7003
Si, 1.3673, 9.5708, 38.7003
Si, 6.8362, 9.5708, 38.7003
Si, 0, 0, 3.417
Si, 5.469, 0, 3.417
Si, 2.7345, 2.7345, 3.417
Si, 8.2035, 2.7345, 3.417
Si, 0, 5.469, 3.417
Si, 5.469, 5.469, 3.417
Si, 2.7345, 8.2035, 3.417
Si, 8.2035, 8.2035, 3.417
Si, 1.3673, 1.3673, 4.7843
Si, 6.8362, 1.3673, 4.7843
Si, 4.1018, 4.1018, 4.7843
Si, 9.5708, 4.1018, 4.7843
Si, 1.3673, 6.8362, 4.7843
Si, 6.8362, 6.8362, 4.7843
Si, 4.1018, 9.5708, 4.7843
Si, 9.5708, 9.5708, 4.7843
Si, 2.7345, 0, 0.6825
Si, 8.2035, 0, 0.6825
Si, 0, 2.7345, 0.6825
Si, 5.469, 2.7345, 0.6825
Si, 2.7345, 5.469, 0.6825
Si, 8.2035, 5.469, 0.6825
Si, 0, 8.2035, 0.6825
Si, 5.469, 8.2035, 0.6825
Si, 4.1018, 1.3673, 2.0497
Si, 9.5708, 1.3673, 2.0497
Si, 1.3673, 4.1018, 2.0497
Si, 6.8362, 4.1018, 2.0497
Si, 4.1018, 6.8362, 2.0497
Si, 9.5708, 6.8362, 2.0497
Si, 1.3673, 9.5708, 2.0497
Si, 6.8362, 9.5708, 2.0497
Si, 0.489, 10.3385, 29.3872
Si, 4.974, 0.5192, 28.9955
Si, 3.0547, 2.2098, 29.1202
Si, 7.8842, 3.2215, 29.0905
Si, 10.4873, 5.9108, 29.585
Si, 6.0363, 4.9165, 29.2178
Si, 2.4039, 8.7355, 29.357
Si, 8.7153, 7.5208, 29.2915
Si, 1.4381, 1.2351, 30.5457
Si, 6.8144, 1.421, 30.2753
Si, 4.155, 3.9651, 30.3565
Si, 9.4969, 4.0879, 30.6273
Si, 1.4146, 6.9263, 30.5717
Si, 6.8945, 6.6953, 30.531
Si, 4.14, 9.745, 30.5217
Si, 9.6071, 9.3837, 30.5119
Si, 2.789, 0.013, 32.0272
Si, 8.1894, -0.0227, 31.6678
Si, 0.0243, 2.6713, 31.804
Si, 5.4965, 2.6829, 31.8445
Si, 2.8058, 5.4159, 31.7369
Si, 8.1809, 5.4227, 32.0487
Si, 0.0215, 8.1692, 32.0289
Si, 5.4944, 8.2024, 31.7402
Si, 4.1577, 1.3852, 33.2984
Si, 9.5558, 1.3144, 33.1457
Si, 1.4005, 4.0807, 33.1556
Si, 6.791, 4.0482, 33.2929
Si, 4.1266, 6.8193, 33.1459
Si, 9.5942, 6.7899, 33.3359
Si, 1.3856, 9.5694, 33.3213
Si, 6.8609, 9.5633, 33.1347
Si, -0.016, 0.0092, 34.6055
Si, 5.5084, -0.0362, 34.5902
Si, 2.7516, 2.7543, 34.6006
Si, 8.2121, 2.6822, 34.5833
Si, 0.0421, 5.4124, 34.612
Si, 5.4538, 5.473, 34.5999
Si, 2.762, 8.1568, 34.5938
Si, 8.2051, 8.2186, 34.592
Si, 1.3651, 1.3816, 35.9582
Si, 6.845, 1.3448, 35.9684
Si, 4.0931, 4.1205, 35.9765
Si, 9.5706, 4.0725, 35.9582
Si, 1.3772, 6.8178, 35.9686
Si, 6.8331, 6.8435, 35.9574
Si, 4.1119, 9.5552, 35.9565
Si, 9.5656, 9.576, 35.9712
Si, 2.7472, 0.0017, 6.1525
Si, 8.1889, 0.0131, 6.1523
Si, -0.01, 2.7494, 6.1566
Si, 5.4798, 2.7321, 6.1584
Si, 2.7205, 5.4853, 6.1576
Si, 8.2112, 5.4521, 6.1471
Si, 0.0192, 8.2054, 6.1575
Si, 5.4585, 8.2248, 6.1495
Si, 4.1104, 1.3679, 7.5273
Si, 9.5286, 1.4065, 7.5169
Si, 1.3441, 4.1273, 7.532
Si, 6.8532, 4.091, 7.5326
Si, 4.0779, 6.8772, 7.5141
Si, 9.5749, 6.8272, 7.4963
Si, 1.3892, 9.5823, 7.5312
Si, 6.7818, 9.628, 7.5225
Si, -0.0206, 0.038, 8.8092
Si, 5.4461, 0.05, 8.9996
Si, 2.7422, 2.7508, 8.8444
Si, 8.1698, 2.7203, 8.9911
Si, -0.0303, 5.4815, 8.9401
Si, 5.4641, 5.4941, 8.8107
Si, 2.7723, 8.257, 8.9654
Si, 8.161, 8.2106, 8.7672
Si, 1.3388, 1.4036, 10.1606
Si, 6.783, 1.3971, 10.4654
Si, 4.147, 4.1187, 10.166
Si, 9.5179, 4.1209, 10.3511
Si, 1.3759, 6.8688, 10.2742
Si, 6.791, 6.8969, 10.1395
Si, 4.1183, 9.6326, 10.4415
Si, 9.4992, 9.5945, 10.0638
Si, 2.6367, 0.125, 11.6846
Si, 8.2121, -0.1239, 11.6392
Si, 0.0308, 2.7433, 11.6253
Si, 5.3934, 2.8869, 11.797
Si, 2.8177, 5.4832, 11.5353
Si, 8.0516, 5.5399, 11.5815
Si, -0.0731, 8.2996, 11.4522
Si, 5.5951, 8.2203, 11.7163
Si, 3.494, 1.9763, 12.9254
Si, 10.0068, 0.8878, 12.7361
Si, 1.7941, 3.8131, 12.8251
Si, 6.284, 4.7954, 13.0206
Si, 4.4828, 6.504, 12.8763
Si, 9.2484, 7.1836, 12.7294
Si, 0.7446, 10.0859, 12.7505
Si, 7.4934, 8.9711, 13.0452
O, 6.8408, 4.6894, 14.6048
O, 7.2342, 9.2944, 14.6653
O, 10.0831, 6.3831, 13.9454
O, 0.8173, 9.5191, 14.2959
O, 3.8292, 1.419, 14.4534
O, 1.2921, 4.6561, 14.2038
O, 9.4772, 1.1642, 14.2986
O, 3.7974, 7.1184, 14.2718
O, 8.319, 7.5173, 27.654
O, 8.5319, 2.8932, 27.5693
O, 5.6377, 5.5623, 27.7371
O, 2.144, 2.6347, 27.7532
O, 10.7379, 10.8674, 27.9757
O, -0.0354, 5.283, 28.1077
O, 3.316, 8.4346, 27.965
O, 5.4636, 0.0471, 27.4376
Si, 10.7368, 5.0986, 14.7081
Si, 0.8701, 9.1836, 15.8725
Si, 3.7569, 7.7501, 15.7692
Si, 3.1801, 8.1749, 22.2508
Si, 0.1575, 8.4896, 22.4157
Si, 2.2844, 3.4862, 26.3612
Si, 10.6145, 8.1515, 19.4424
Si, 8.9332, 2.3785, 26.0625
Si, 3.6211, 1.0649, 18.6304
Si, 4.7415, 1.5016, 15.7932
Si, 6.8152, 3.7646, 15.9601
Si, 10.086, 6.7912, 17.0395
Si, 0.4428, 5.9093, 26.7017
Si, 8.3727, 5.5234, 21.2215
Si, 4.8355, 5.3224, 26.351
Si, 4.3792, 6.7491, 18.3689
Si, 8.2287, 7.88, 23.381
Si, 5.008, 0.5058, 25.9156
Si, 7.3774, 5.9685, 18.155
Si, 10.6736, 0.7623, 17.4456
Si, 5.7166, 9.8386, 23.173
Si, 1.2822, 1.9028, 19.9671
Si, 2.9274, 7.7725, 26.5264
Si, 0.4854, 2.8153, 24.2681
Si, 2.6324, 9.1771, 19.3953
Si, 9.4739, 2.4171, 15.3343
Si, 6.0013, 3.4728, 21.7939
Si, 10.3065, 10.5872, 26.4432
Si, 6.2001, 3.1552, 24.8343
Si, 0.4502, 4.362, 21.5732
Si, 8.221, 10.1458, 18.4953
Si, 8.999, 7.6477, 26.1707
Si, 6.3333, 9.7244, 15.9652
Si, 2.2852, 10.4483, 25.1427
Si, 1.0902, 0.3936, 22.6108
Si, 6.1747, 0.6554, 20.4905
Si, 3.4879, 5.3566, 20.9455
O, 5.8882, 0.3463, 15.778
O, 7.44, 10.8272, 19.7739
O, 7.9993, 2.6464, 15.9681
O, 7.1702, 9.09, 23.0866
O, 4.0543, 6.7162, 25.9736
O, 5.8717, 4.721, 25.2347
O, 0.1601, 1.4719, 23.3986
O, 3.9334, 6.4959, 16.8165
O, 3.7482, 1.3483, 17.0524
O, 7.921, 7.4574, 24.9484
O, 8.4432, 6.7183, 17.1424
O, 8.0233, 6.8172, 22.1641
O, 3.7489, 4.136, 26.5173
O, 9.2562, 9.0138, 19.1066
O, 0.538, 4.0191, 23.1718
O, 9.9538, 5.1286, 21.3916
O, 1.2867, 4.7329, 26.0089
O, 6.9351, 4.6096, 17.3535
O, 7.781, 2.8383, 25.0122
O, 10.0894, 6.4539, 25.8924
O, 3.7783, 6.7223, 21.8001
O, 10.6933, 7.7732, 21.0119
O, 1.7186, 1.013, 21.2593
O, 9.166, 0.7537, 26.0529
O, 0.1355, 10.0965, 22.1877
O, 0.3521, 1.1234, 18.8962
O, 4.9895, 8.8006, 15.992
O, 5.4111, 2.0778, 25.7715
O, 9.8164, 3.7706, 14.4894
O, 9.1354, 0.2835, 17.6912
O, 0.6432, 10.5716, 16.6978
O, 6.013, 6.8213, 18.4491
O, 3.3764, 0.4101, 25.9385
O, 4.5868, 4.2074, 21.3676
O, 1.464, 7.1538, 26.8676
O, 4.4209, 8.8291, 23.1005
O, 1.9449, 2.5949, 25.0217
O, 7.1594, 9.5607, 17.3808
O, 8.0641, 5.7288, 19.6222
O, 3.7685, 8.1981, 18.7838
O, 2.7278, 8.8995, 25.3817
O, -0.1979, 5.4962, 16.2925
O, 1.0809, 8.8542, 19.0368
O, 2.7259, 2.285, 19.2796
O, 0.3712, 3.1223, 20.5213
O, 9.8465, 8.2085, 23.4262
O, 10.6094, 6.7661, 18.584
O, 2.7892, 10.635, 18.7651
O, 1.6544, 7.9756, 22.92
O, 5.7512, 2.9162, 23.3007
O, 5.6926, -0.1108, 21.8585
O, 5.4037, 2.9746, 15.9294
O, 2.3298, -0.1242, 23.5484
O, 5.6269, 10.6025, 24.6422
O, 9.6908, 9.1217, 26.1627
O, 1.895, 5.061, 21.2028
O, 2.8784, 9.1731, 20.9987
O, 10.2915, 3.029, 25.4305
O, -0.3489, 8.1636, 16.2965
O, 2.343, 8.5071, 16.1068
O, 5.0383, 0.7739, 19.3387
O, 3.7485, 5.6125, 19.3481
O, 7.3175, 4.4201, 21.7781
O, 10.571, 2.1053, 16.5076
O, 6.4567, 2.2141, 20.8653
O, 0.7556, 10.7169, 25.601

Results
free energy: -171868.524 eV
free energy less fixed offsets of O -568.88, Si -635.61 eV per atom: -5.194 eV

Forces (eV/angstrom), in the order of the atoms: element, x, y, z
Si, -0.0223, 0.0131, 0.0013
Si, 0.0037, -0.0139, -0.0023
Si, -0.0237, 0.0005, -0.0037
Si, 0.0218, 0.001, -0.0025
Si, 0.0069, -0.0115, 0.0034
Si, -0.0131, 0.018, -0.0021
Si, 0.0177, -0.0069, 0.0004
Si, -0.0202, 0.0061, -0.002
Si, 0.0118, -0.0132, -0.0027
Si, -0.0054, 0.004, 0.0016
Si, 0.0099, -0.0033, -0.0064
Si, -0.0055, 0.0108, 0.0065
Si, -0.0095, 0.0067, 0.003
Si, 0.0159, -0.0134, -0.0032
Si, -0.0113, 0.0102, 0.0065
Si, 0.0162, -0.0139, -0.0054
Si, 0.0022, -0.0338, -0.1863
Si, 0.034, -0.036, 0.1738
Si, 0.0072, -0.0377, 0.0988
Si, 0.0221, -0.0165, -0.1264
Si, -0.0185, 0.0243, 0.2351
Si, 0.0416, -0.0289, -0.1776
Si, 0.0285, -0.0534, -0.0932
Si, 0.0202, -0.0346, 0.0603
Si, 0.0047, 0.0017, -0.0112
Si, 0.0315, -0.0323, 0.0032
Si, -0.0099, 0.0237, 0.0017
Si, 0.0039, -0.007, -0.007
Si, -0.004, -0.0081, 0.0033
Si, 0.0247, -0.0179, -0.0032
Si, 0.0069, -0.0053, -0.0055
Si, 0.0224, -0.0109, -0.0007
Si, -0.0121, 0.0094, 0.0035
Si, -0.0175, 0.0133, 0.0033
Si, -0.0171, 0.0124, 0.0098
Si, 0.0028, -0.009, -0.0012
Si, -0.0285, 0.0177, -0.002
Si, -0.0265, 0.0199, 0.0078
Si, -0.0109, 0.0109, -0.0036
Si, 0.021, -0.0262, 0.0096
Si, -0.0366, 0.0301, 0.1326
Si, -0.0245, 0.0508, -0.1102
Si, -0.0181, 0.0432, 0.1763
Si, 0.0455, -0.0014, -0.1632
Si, -0.021, 0.0293, -0.1131
Si, -0.0071, 0.0261, 0.1432
Si, -0.0583, 0.0324, -0.1496
Si, 0.0055, 0.0258, 0.1613
Si, -0.0108, 0.0131, 0.0061
Si, 0.0141, -0.0104, -0.0055
Si, 0.0027, -0.0071, -0.0031
Si, -0.0145, 0.0101, 0.0051
Si, 0.0039, -0.0041, -0.0054
Si, -0.0105, 0.0121, 0.0039
Si, -0.0134, 0.0103, 0.0024
Si, 0.0069, -0.0115, -0.004
Si, 0.0127, -0.017, 0.0019
Si, -0.0087, 0.0088, -0.0017
Si, -0.002, 0.0178, 0.0016
Si, 0.0245, -0.0026, 0.0052
Si, -0.0088, 0.0087, -0.0016
Si, 0.0197, -0.0115, -0.0047
Si, 0.0054, -0.021, 0.0015
Si, -0.0081, 0.0162, 0.0053
Si, 0.0398, 0.024, -0.0102
Si, -0.0043, 0.0021, -0.0099
Si, 0.0041, 0.0073, -0.0209
Si, -0.0031, -0.0071, -0.0104
Si, 0.0363, 0.02, -0.0138
Si, -0.0003, -0.0038, -0.0117
Si, -0.0449, -0.0576, -0.0396
Si, -0.0273, -0.007, -0.0064
Si, -0.0183, -0.0094, 0.0076
Si, 0.011, 0.0017, -0.0135
Si, -0.0055, 0.0002, -0.0115
Si, -0.0173, 0.0062, 0.0046
Si, 0.0181, 0.0182, -0.0018
Si, 0.0042, -0.0046, 0.0099
Si, 0.0222, 0.0284, 0.0129
Si, 0.003, -0.0268, 0.0122
Si, -0.0195, -0.0133, -0.0544
Si, -0.001, 0.008, 0.0188
Si, 0.0162, -0.005, 0.0139
Si, -0.0033, 0.0086, -0.044
Si, -0.0107, 0.0004, 0.0218
Si, 0.017, 0.0218, -0.0654
Si, 0.0093, 0.0023, -0.0819
Si, 0, -0.0164, 0.0191
Si, 0.0154, 0.0121, 0.078
Si, -0.0129, -0.0062, -0.0151
Si, 0.0086, 0.001, -0.0157
Si, -0.0094, -0.0423, 0.0715
Si, 0.0075, -0.0003, -0.0197
Si, -0.052, 0.02, 0.0645
Si, 0.0133, 0.005, 0.0682
Si, 0.0026, 0.005, -0.0096
Si, -0.0182, 0.0223, 0.0097
Si, 0.0225, -0.0158, 0.0013
Si, -0.0245, 0.0072, -0.0036
Si, 0.0082, -0.0105, -0.0016
Si, 0.0429, -0.0372, 0.0203
Si, -0.0266, 0.0297, 0.0036
Si, 0.0184, -0.0032, 0.0078
Si, -0.0113, -0.0032, 0.0001
Si, 0.0187, -0.0044, 0.0004
Si, -0.0161, 0.0088, -0.0043
Si, 0.0275, -0.0174, -0.0019
Si, -0.0225, 0.004, 0.0012
Si, -0.0143, 0.0074, 0.0018
Si, 0.0152, 0.0033, 0
Si, -0.0184, 0.0022, -0.0023
Si, 0.0097, -0.0033, -0.0019
Si, -0.0089, 0.0121, -0.0019
Si, 0.0096, -0.0119, -0.0038
Si, 0.0129, -0.0105, -0.0034
Si, -0.0107, 0.0131, -0.0021
Si, 0.0131, -0.0206, -0.0006
Si, -0.017, 0.0205, -0.0023
Si, -0.0114, 0.0162, -0.003
Si, 0.0124, -0.0151, -0.0025
Si, 0.0217, -0.0238, -0.0041
Si, -0.0232, 0.027, -0.0085
Si, -0.0111, 0.0196, -0.0014
Si, 0.0228, -0.0238, -0.0006
Si, -0.0168, 0.0114, -0.0005
Si, 0.0107, -0.0083, -0.0022
Si, 0.0168, -0.0239, -0.0003
Si, -0.0253, 0.0219, -0.0047
Si, 0.0051, -0.0053, -0.0649
Si, 0.0036, 0.0006, 0.0114
Si, 0.0088, 0.0225, -0.0687
Si, -0.0104, -0.0092, 0.0109
Si, -0.0039, -0.0058, 0.0199
Si, -0.0025, 0.0142, -0.0733
Si, 0.0126, 0.0129, 0.0128
Si, -0.0008, -0.0151, -0.0855
Si, -0.0045, -0.0057, 0.0715
Si, -0.0009, 0.0008, -0.0292
Si, -0.012, -0.014, 0.0577
Si, 0.0125, 0.017, -0.0146
Si, -0.0094, -0.0075, -0.0111
Si, -0.0004, -0.005, 0.0648
Si, -0.0104, -0.0013, -0.0242
Si, 0.0117, 0.0047, 0.0705
Si, -0.0094, 0.0042, 0.0004
Si, 0.008, 0.0001, -0.008
Si, 0.0007, -0.0076, -0.0082
Si, -0.0035, 0.0042, 0.0033
Si, 0.0017, 0.0068, -0.0119
Si, -0.0046, 0.0013, -0.0051
Si, -0.0027, -0.0009, -0.0153
Si, -0.0005, -0.0044, -0.0034
Si, -0.0016, 0.0006, 0.0073
Si, -0.0103, 0.0014, 0.0088
Si, 0.004, -0.0021, 0.0134
Si, -0.0014, 0.0031, 0.0051
Si, 0.0052, 0.002, 0.0136
Si, -0.0043, -0.0011, 0.0099
Si, 0.0106, 0.0028, 0.0024
Si, 0.0078, -0.0094, 0.015
O, 0.0027, -0.0003, -0.0001
O, -0.0009, 0.0021, -0.0032
O, 0.0032, 0.0004, -0.003
O, -0.0011, -0.0036, -0.0052
O, -0.0009, -0.0025, -0.0071
O, 0.0013, -0.0006, -0.0053
O, -0.0004, 0.001, -0.0018
O, -0.0023, -0.0018, -0.0038
O, 0.0001, 0.0029, -0.0028
O, 0.0039, 0.0042, 0.0028
O, 0.0028, 0.0026, 0.0096
O, 0.0012, -0.0033, 0.0023
O, -0.008, -0.004, 0.009
O, -0.0073, -0.0114, -0.0042
O, 0.0075, 0.008, 0.0045
O, -0.0003, -0.0011, 0.0082
Si, -0.0042, 0.0006, 0.0015
Si, -0.0008, 0.0011, 0.0059
Si, 0.0016, -0.0001, 0.0009
Si, -0.0015, -0.0008, 0.0015
Si, -0.0002, 0.0002, 0.0005
Si, 0.0012, -0.0001, -0.0038
Si, 0.0023, -0.0008, -0.0017
Si, -0.0035, 0.0001, -0.005
Si, -0.0004, -0.0006, -0.003
Si, 0.0027, 0.0003, 0.0041
Si, -0.0027, 0.0014, 0.0008
Si, -0.0014, 0.0043, 0.0004
Si, 0.0043, 0.0066, 0.0101
Si, 0.0005, 0.0007, -0.0006
Si, -0.0015, -0.0013, -0.0066
Si, 0, 0.0004, -0.0008
Si, 0.0014, 0.001, -0.0021
Si, 0.0005, 0.0014, -0.0008
Si, -0.0007, 0.0008, -0.0002
Si, -0.0001, -0.0031, 0
Si, -0.0003, -0.0014, -0.0007
Si, 0.0001, 0.0001, -0.0014
Si, -0.0069, 0.0032, 0.0059
Si, 0.0024, -0.0006, -0.0012
Si, -0.0012, 0.0003, -0.0021
Si, -0.0013, 0.0002, -0.001
Si, -0.0009, 0.0003, 0
Si, -0.0005, 0.001, -0.0098
Si, -0.0013, -0.0007, -0.0001
Si, 0.0003, 0.0001, 0.0008
Si, -0.0004, -0.0018, -0.0015
Si, 0.0035, -0.0042, -0.0055
Si, -0.0014, -0.0009, 0.0013
Si, -0.0009, -0.0041, 0.0008
Si, 0.0005, 0.0006, 0.0001
Si, -0.0007, 0.0008, -0.0014
Si, -0.0002, -0.0006, -0.0009
O, -0.0008, 0.0011, 0.0013
O, -0.0004, -0.0002, 0.0006
O, 0.0019, -0.0003, -0.0001
O, 0.0002, -0.0009, 0.001
O, 0.0029, -0.0017, 0.0008
O, -0.0001, -0.0002, 0.0009
O, 0, -0.001, 0.0001
O, 0, 0.0001, -0.0005
O, 0.0018, 0.0014, 0.0003
O, 0.0004, 0.0002, 0.0023
O, 0.0007, -0.0004, 0.0001
O, -0.0003, 0.0001, 0.0003
O, -0.0019, 0.0017, 0.0012
O, -0.0009, 0.0004, 0.0003
O, -0.0001, -0.0002, 0.0004
O, -0.0006, 0.0004, 0.0001
O, -0.0013, -0.003, 0.0017
O, 0.0001, -0.0011, -0.0011
O, 0.0016, -0.0006, 0.0018
O, -0.0022, 0.0034, 0.0079
O, -0.0001, 0, -0.0006
O, -0.0008, -0.0007, -0.0001
O, -0.0007, -0.0005, -0.0012
O, 0.0019, -0.0027, 0
O, -0.0004, -0.0007, 0.0001
O, -0.0003, 0.0002, 0.0005
O, -0.0012, 0.0007, -0.0013
O, -0.0023, -0.0017, 0.0003
O, 0.0021, -0.0002, 0.0007
O, 0.001, 0.0005, 0.0016
O, -0.0001, 0.0002, -0.0012
O, -0.0003, -0.0005, -0.0002
O, 0.0012, 0.0013, 0.0036
O, 0.0002, -0.0003, -0.0002
O, -0.0058, -0.003, 0.0018
O, 0.0007, 0.0002, 0.0002
O, 0.0003, -0.0003, 0.0015
O, -0.0002, 0.0006, -0.0001
O, 0.0002, 0, 0.0009
O, -0.0012, -0.0001, 0.0007
O, 0.0007, 0.0024, -0.0014
O, 0.0012, -0.0022, -0.003
O, 0.0013, -0.0007, 0.003
O, -0.0003, -0.0004, 0.0025
O, 0, -0.0017, -0.0006
O, -0.0011, 0.0007, 0.0004
O, -0.001, -0.0003, 0.0009
O, 0.0005, -0.0011, 0.0009
O, -0.0006, 0.0006, -0.0013
O, 0.0003, 0.0004, -0.0004
O, -0.0001, 0.0005, 0.0002
O, -0.0013, -0.0004, 0.0005
O, 0.0003, -0.0004, -0.0005
O, 0.0001, 0, 0.0007
O, 0, -0.0023, 0.0005
O, -0.0007, 0.0001, -0.0003
O, 0.0006, 0.0007, -0.0007
O, -0.0029, -0.0007, 0.003
O, 0.0016, 0.0001, -0.0015
O, -0.0009, -0.0013, 0.0002
O, -0.001, 0, 0.0002
O, 0, -0.0005, 0.0003
O, 0.0005, -0.0006, -0.0004
O, -0.0005, 0.002, -0.0017
O, 0.0008, -0.0009, 0.0004
O, -0.0037, 0.0003, 0.0032

The program warned: the cutoff lies below the one the program advises for these potential files; the exchange-correlation potential is rough where the density is thin.
